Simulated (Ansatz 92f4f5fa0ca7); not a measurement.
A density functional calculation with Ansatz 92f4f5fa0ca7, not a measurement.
Periodic cell of 208 atoms, Si128O80, from a study of silicon, its oxide and their interface. The atomic structure is a simulated model.
This geometry differs little from another in the collection (a relaxation step or a small displacement).

Settings: functional r2SCAN; potential files Ansatz PAW; basis plane waves; wave-function cutoff 800 eV; density cutoff ratio 5; exchange-correlation grid ratio 1; k mesh 1 x 1 x 1, shifted by 0.5 0.5 0 of a step; self-consistency stop 1e-10 eV per atom in the density residual; occupations fixed; spin none; net charge 0.

Cell vectors (angstrom)
a 10.88 0 0
b 0 10.88 0
c 0.4662 0.8337 30.4995

Atoms: element, x, y, z (angstrom)
Si 1.6572 -1.6435 0.0063
Si 4.3678 1.0245 -0.0039
Si 1.061 4.3621 0.1076
Si 3.9706 -3.7873 0.0772
Si -4.1077 -1.081 0.1338
Si -1.7576 1.6698 0.0869
Si 6.919 3.9031 0.1679
Si -1.2033 -4.3729 0.2295
Si 2.712 -0.0083 1.3067
Si 5.388 2.6627 1.3875
Si 2.7416 -5.3988 1.3227
Si 5.5707 -2.7108 1.3755
Si -2.7087 0.1015 1.5448
Si -0.0386 2.7104 1.3277
Si 8.122 5.3883 1.5233
Si 0.0173 -2.7146 1.3442
Si 1.3458 1.3504 2.6654
Si 4.0464 4.0787 2.6917
Si 1.3795 -4.0674 2.7359
Si 4.1291 -1.3418 2.7062
Si 6.7426 1.3858 2.8556
Si 9.5085 4.011 2.8069
Si 6.8048 6.8025 2.802
Si -1.3154 -1.3446 2.7364
Si 0.0274 0.0065 4.0908
Si 2.6915 2.7197 4.0503
Si 0.0126 5.4294 4.0846
Si 2.7549 -2.7103 4.0689
Si 5.4099 -0.0085 4.1475
Si 8.1426 2.7099 4.178
Si 5.4133 5.4224 4.0887
Si 8.1832 -2.6978 4.1013
Si 1.3558 -1.3707 10.9101
Si 4.059 1.3582 10.8961
Si 1.3213 4.0512 10.8258
Si 4.0943 -4.0797 10.824
Si 6.8311 -1.3366 10.8498
Si -1.3418 1.3396 10.829
Si 6.8145 4.0894 10.8856
Si -1.3636 6.8237 10.9145
Si 2.6915 0.0051 12.2752
Si 5.4543 2.7149 12.2186
Si 2.6879 5.4297 12.1075
Si 5.4828 -2.7243 12.1577
Si -2.6835 0.0224 12.2131
Si -0.0034 2.6686 12.2072
Si 8.1667 5.4514 12.2648
Si -0.0221 -2.6919 12.3052
Si 1.3125 1.3322 13.6759
Si 4.0385 4.0841 13.4661
Si 1.3653 -4.1281 13.5363
Si 4.145 -1.3506 13.5099
Si -4.0247 1.402 13.5734
Si -1.3628 4.0339 13.5605
Si 6.8053 -4.0556 13.6047
Si -1.3754 -1.2987 13.6845
Si -0.3487 0.3407 15.0778
Si 2.5565 2.92 14.8603
Si 0.2894 -5.798 14.8097
Si 2.9959 -2.9593 14.7193
Si 5.7307 -0.2074 14.8196
Si -2.562 2.61 15.0075
Si 5.1369 5.6665 14.7683
Si -2.9781 -2.4583 14.9556
Si 0.1685 -5.0538 17.6616
Si 0.5134 -1.5924 -2.8245
Si 7.2606 4.4612 21.8271
Si 6.8335 -4.6426 19.4148
Si -0.1718 0.5237 -7.2577
Si 3.9221 0.2077 19.7648
Si 2.2679 4.1581 -2.6564
Si -1.9855 -2.9616 17.9127
Si 1.8404 -0.3211 -5.1545
Si 8.0327 0.2046 -2.2089
Si 4.4347 -1.5302 -4.7353
Si 0.0166 -0.7366 18.0433
Si 6.408 3.9784 17.1506
Si 5.1413 0.9842 -2.8732
Si 6.4217 -3.8568 -4.145
Si 5.177 5.3071 -2.0902
Si 8.1508 -3.0708 -6.4028
Si -1.8996 -3.3385 -2.5513
Si -1.1597 3.3545 -7.838
Si 4.1152 3.5657 -7.4144
Si 1.0295 1.0478 20.3429
Si 2.5081 -4.597 21.5463
Si 4.4073 1.6179 17.0698
Si 5.6485 2.0823 21.566
Si 2.1816 -2.8171 17.5313
Si 3.3889 2.3801 -4.6875
Si 4.2291 -2.8584 19.7113
Si -0.2638 -4.8236 -6.8909
Si 0.5076 -4.3592 -3.9017
Si 6.2998 -0.8551 -6.9128
Si -2.3282 -0.4645 -5.1955
Si 0.845 4.1829 20.0579
Si 1.3919 -1.3581 5.4326
Si 4.0491 1.3765 5.4457
Si 1.3579 4.0713 5.4475
Si 4.0744 6.7945 5.451
Si 6.8055 -1.3606 5.4706
Si -1.354 1.3371 5.4772
Si 6.7821 4.0991 5.4745
Si 9.5354 -4.0806 5.4371
Si 2.7191 0.0058 6.8032
Si 5.4246 2.7213 6.8047
Si 2.7156 5.4344 6.8091
Si 5.4428 -2.7308 6.8124
Si -2.7179 -0.0106 6.8354
Si -0.0005 2.7195 6.8169
Si 8.1576 -5.4192 6.8
Si 0.0213 -2.7229 6.7829
Si 1.3628 1.3475 8.1592
Si 4.0785 4.0758 8.1616
Si 1.3555 6.7993 8.1625
Si 4.0796 -1.3529 8.156
Si 6.7877 1.3689 8.1675
Si -1.3738 4.0938 8.1522
Si 6.8114 -4.0742 8.168
Si -1.3379 -1.3809 8.1524
Si 0.0187 -0.0264 9.5082
Si 2.7183 2.7089 9.5075
Si -0.0276 5.4558 9.5192
Si 2.7151 -2.71 9.5132
Si 5.428 0.006 9.5257
Si 8.1624 2.7278 9.5147
Si 5.4567 5.4283 9.5029
Si 8.1787 -2.7165 9.5174
O 0.4833 -4.4174 -5.5234
O -0.8387 4.5524 -6.8165
O 4.0568 2.076 -8.0925
O 2.3408 -2.244 16.0276
O 8.104 2.8888 -0.2985
O 3.2289 2.3405 16.2259
O 7.6815 3.321 16.351
O 1.4497 4.0362 15.307
O 1.6073 3.6791 -1.2704
O 1.0991 -0.2179 -6.5946
O 2.4518 0.2758 20.4353
O 0.1741 -0.2081 16.5166
O 0.3302 4.5003 18.5543
O -0.4402 -5.3732 16.1996
O -2.3571 -3.0685 16.3334
O -1.0385 -1.9604 -2.5362
O -1.4265 -1.4699 18.2148
O 6.1978 4.4499 -1.1899
O 1.1568 -2.9853 -3.349
O 2.8125 -2.7343 -0.3957
O -2.0825 -3.8432 -1.0363
O 4.7575 -4.2321 -1.2887
O 5.4064 -3.9671 19.7768
O -0.0584 -5.4029 -0.3505
O 2.7808 0.9795 -5.1732
O 3.1223 4.6596 -8.0588
O 7.5227 -5.2097 20.7717
O 3.6217 -2.9088 18.2164
O 3.8105 4.5284 -2.3995
O 4.1451 1.325 -1.6128
O -1.0384 -4.4328 -3.4005
O 4.5658 -1.279 19.9457
O -2.2184 0.0153 -3.6854
O 1.3 2.6332 20.1112
O 7.219 -2.1326 -7.3771
O 5.6284 4.9201 16.1086
O 5.1753 0.5736 16.1177
O 8.1124 3.1566 -7.8594
O 7.6194 -3.3714 18.7921
O 5.6485 4.0745 -7.6071
O 0.1604 0.4642 19.1033
O 4.9231 1.2828 20.3956
O 1.417 5.3514 -3.3083
O -1.6457 0.9178 -1.3741
O 4.07 -4.0742 15.2575
O 5.4351 2.758 17.6144
O 6.0527 0.1731 -8.1095
O 5.9168 -5.2376 -3.4918
O -1.4155 0.2556 -6.2938
O -0.3387 4.4877 21.1078
O 1.5927 -4.3195 17.4785
O 5.1093 -2.9265 -4.3001
O 1.1994 -1.8102 18.3207
O -1.4639 1.4834 15.4769
O 5.4454 -0.1832 -0.1277
O 2.0389 5.2122 20.4142
O 3.7583 0.7061 18.2267
O 4.8867 -1.2638 -6.2778
O 7.1661 -4.0749 -5.5832
O 7.5237 -1.1025 -1.3484
O 4.8144 2.123 -3.9764
O 2.8276 -1.5843 -4.9274
O 3.1528 -3.313 20.8161
O 0.8134 -4.8173 -8.0999
O 0.7245 -0.4524 -3.9734
O -0.1877 2.1443 -7.3679
O 6.7914 4.9642 18.3806
O 7.0476 -0.1344 -5.6749
O 1.1577 -1.0638 -1.4443
O 2.2526 2.951 -3.7094
O 0.1958 0.8093 21.7134
O 3.6652 3.4182 -5.8859
O 6.6851 3.188 20.9874
O -0.8558 -4.0258 18.3418
O 4.8339 -0.4554 -3.5808
O 7.5049 -3.1653 -3.1672
O 6.6897 1.1059 -2.425
O -1.5428 -3.8461 -7.1852
O -2.0219 -2.0575 -5.3383
O 6.7754 -1.3414 15.3811

Results
free energy: -127503.517 eV
free energy less fixed offsets of O -570.45, Si -639.56 eV per atom: -3.837 eV

Forces (eV/angstrom), in the order of the atoms: element, x, y, z
Si -0.015 0.0143 -0.1131
Si 0.0077 -0.0008 -0.1179
Si 0.0139 -0.0126 -0.1009
Si 0.0134 -0.0056 -0.0893
Si 0.0093 0.0131 -0.1035
Si -0.0041 -0.0182 -0.0942
Si -0.0165 0.0118 -0.0896
Si -0.021 0.0133 -0.0959
Si 0.0033 -0.0011 0.0046
Si 0.0006 -0.0028 0.0056
Si -0.0025 0.003 0.008
Si 0.0003 0.006 0.0011
Si -0.0006 -0.0011 0.0087
Si -0.0033 0.001 0.0048
Si 0.0015 -0.0011 0.0037
Si 0.0022 -0.0011 0.0081
Si 0.0001 -0.0003 -0.0009
Si -0.0004 0.0015 -0.002
Si 0.0001 -0.0001 -0.0009
Si -0.0007 0.0002 -0.0018
Si 0.0007 0.0016 -0.002
Si 0.0014 0.0006 -0.001
Si -0.0006 0.0005 -0.0016
Si -0.0006 -0.0008 -0.0033
Si 0.0001 0.0011 0.0014
Si 0.0004 0.0002 0
Si 0.0001 0.0004 -0.0004
Si 0.0003 0.0008 -0.0005
Si 0.0004 -0.0002 -0.0002
Si -0.0006 -0.0003 0.0008
Si -0.0003 0 0.0012
Si 0.0001 0.001 0.0011
Si -0.0001 0.0008 0.0006
Si -0.0003 0.0004 0.0008
Si 0.0004 0.0006 -0.0002
Si 0.0001 0.0004 0.0001
Si -0.0003 -0.0007 -0.0006
Si 0.0005 -0.0005 -0.0002
Si -0.0005 0.0002 0.0009
Si -0.0002 0.0003 0.0006
Si 0.0006 -0.0003 -0.0024
Si 0.0002 0.0007 -0.002
Si 0.0007 -0.0016 -0.0006
Si -0.0004 0.0006 -0.0007
Si -0.0004 0.0018 -0.0011
Si -0.0008 -0.0001 -0.0005
Si -0.0004 0.0006 -0.0017
Si 0.0004 -0.0003 -0.0012
Si 0.0019 -0.0008 0.0056
Si 0.0012 -0.0009 0.006
Si -0.0032 0.0025 0.0069
Si -0.0019 0.0019 0.0045
Si -0.0017 0.001 0.0065
Si -0.001 0.0014 0.0054
Si 0.0016 -0.0026 0.0046
Si 0.0017 -0.0019 0.0082
Si -0.0184 0.0198 -0.1128
Si -0.0153 0.011 -0.0894
Si 0.0149 -0.0107 -0.1
Si 0.0157 -0.0149 -0.095
Si 0.0131 -0.0155 -0.0844
Si 0.0143 -0.018 -0.0901
Si -0.0074 0.0142 -0.0865
Si -0.0198 0.0206 -0.1039
Si -0.018 0.0387 -0.2157
Si -0.0006 -0.0017 -0.2261
Si 0.0134 0.044 -0.2061
Si 0.0043 0.0089 -0.2455
Si -0.0023 0.0533 -0.2657
Si -0.0274 -0.0214 -0.228
Si -0.0027 0.001 -0.2175
Si 0.0103 0.0104 -0.2009
Si -0.0073 0.0218 -0.2145
Si -0.0028 0.0014 -0.2356
Si -0.0117 -0.0061 -0.2054
Si -0.0103 -0.0303 -0.2238
Si 0.0026 -0.0258 -0.2172
Si -0.0063 -0.0243 -0.2304
Si 0.0096 0.0345 -0.2127
Si -0.0202 -0.0109 -0.2051
Si 0.026 -0.0001 -0.1951
Si -0.0016 0.0081 -0.2168
Si -0.0229 -0.0031 -0.2137
Si 0.0301 0.0269 -0.2488
Si 0.0262 -0.0265 -0.256
Si 0.0286 0.0182 -0.2394
Si 0.0159 0.0243 -0.2211
Si -0.0366 0.0044 -0.2342
Si -0.0278 0.0091 -0.2
Si 0.0017 0.0216 -0.2458
Si 0.0164 0.0078 -0.2108
Si 0.0109 -0.074 -0.2516
Si -0.0073 -0.0022 -0.2158
Si 0.001 0.0517 -0.2262
Si 0.0039 0.0028 -0.2506
Si 0.0007 -0.005 -0.2408
Si -0.0003 0.0006 0.0004
Si -0.0005 0.0007 0.0012
Si 0.0004 0.0002 0.0002
Si 0.0003 -0.0003 0.0002
Si 0.0008 -0.0001 0.0004
Si 0.0001 0 -0.0002
Si -0.0005 0.0005 -0.0003
Si -0.0001 0.0009 0.0007
Si 0.0003 0.0005 -0.0003
Si 0.0002 0.0003 -0.0003
Si 0 0.0001 -0.0002
Si 0 0.0004 -0.0002
Si -0.0001 0.0005 0.0001
Si -0.0002 0.0002 0
Si -0.0004 -0.0004 0.0001
Si -0.0001 -0.0001 0.0005
Si 0 0.0003 0.0001
Si 0.0001 0 0.0004
Si -0.0001 0.0005 0.0008
Si -0.0001 0.0002 0.0005
Si -0.0002 0.0002 0.0008
Si -0.0001 0.0003 0.0003
Si 0 0.0004 0.0001
Si -0.0002 0.0005 0.0003
Si 0 0.0008 0
Si -0.0004 0.0007 0
Si 0 -0.0004 -0.0001
Si 0.0004 -0.0001 -0.0001
Si 0.0004 -0.0001 0.0002
Si 0.0002 -0.0002 0.0002
Si -0.0001 0.0002 0
Si -0.0009 0.0002 0.0001
O 0.0298 0.03 0.1985
O 0.0127 0.0546 0.0953
O -0.022 0.0335 0.1009
O -0.0247 -0.0028 0.1408
O 0 0.0075 0.0452
O 0.0405 -0.0313 0.1086
O -0.0438 0.0364 0.1055
O -0.0039 0.0061 0.0463
O -0.037 0.0032 0.144
O 0.0544 -0.0307 0.1425
O -0.0265 0.0156 0.0823
O 0.0143 -0.0351 0.1636
O 0.0275 -0.0533 0.1499
O 0.0041 0.0242 0.1423
O 0.0326 -0.0187 0.1549
O -0.0098 0.0006 0.0702
O 0.0052 0.0077 0.0674
O 0.0417 -0.0346 0.1081
O -0.0035 0.0297 0.08
O 0.0046 -0.0056 0.0493
O 0.0163 -0.0309 0.1442
O -0.0292 0.0371 0.1097
O -0.0183 0.004 0.0729
O -0.0009 0 0.0517
O 0.0158 0.0125 0.0795
O 0.0395 -0.0472 0.1079
O 0.0155 -0.0645 0.1551
O 0.0515 -0.004 0.1264
O 0.0347 0.0222 0.0794
O -0.0283 0.0053 0.1578
O -0.0331 0.0194 0.0946
O 0.0049 0.0099 0.0713
O -0.0178 0.0261 0.1841
O -0.0089 -0.0044 0.0797
O 0.0141 -0.0108 0.0929
O 0.0308 -0.039 0.1167
O -0.0378 0.0434 0.1137
O 0.0298 -0.0118 0.0765
O -0.0466 -0.0328 0.0977
O -0.0462 0.0017 0.0952
O 0.033 0.0664 0.1451
O 0.0599 0.0572 0.1394
O 0.0328 -0.0393 0.0925
O 0.0244 0.036 0.1171
O -0.0046 0.0038 0.0504
O -0.0036 -0.0032 0.0777
O 0.0429 -0.0768 0.1382
O -0.0318 -0.039 0.1184
O -0.0522 -0.0346 0.1241
O -0.0413 0.0002 0.1499
O -0.0039 -0.002 0.0634
O 0.0136 -0.0287 0.0753
O -0.0003 0.0127 0.0726
O 0.0058 -0.0053 0.0474
O -0.0005 -0.008 0.0594
O 0.023 0.0329 0.1082
O -0.0182 -0.0505 0.1666
O -0.0386 -0.02 0.1283
O -0.0465 -0.0153 0.1266
O -0.0283 -0.0248 0.1233
O 0.0372 -0.0259 0.1149
O 0.0068 -0.0048 0.0662
O -0.0486 -0.0491 0.1218
O -0.0748 0.0269 0.1346
O -0.0345 -0.0373 0.1318
O 0.0102 -0.0413 0.0897
O 0.0131 0.071 0.1464
O 0.031 0.0038 0.1025
O 0.0352 0.0005 0.161
O -0.0222 0.0425 0.1163
O -0.0346 0.0077 0.1897
O -0.0342 -0.0455 0.1902
O -0.0077 -0.0084 0.0822
O -0.0011 -0.0068 0.07
O 0.021 0.0584 0.1148
O 0.042 0.0033 0.1005
O 0.0245 -0.0004 0.0796
O -0.0284 0.0306 0.0861
O 0.0092 0.016 0.0952
O 0.0031 -0.004 0.0469

The program warned: the cutoff lies below the one the program advises for these potential files; the forces do not sum to zero within the program's tolerance; empty levels may hold ghost states of the PAW files; the exchange-correlation potential is rough where the density is thin.
